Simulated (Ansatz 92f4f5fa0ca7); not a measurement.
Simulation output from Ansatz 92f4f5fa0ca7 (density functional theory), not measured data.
Periodic cell of 228 atoms, Si133O92Al1F1H1, from a study of silicon, its oxide and their interface. The atomic structure is a simulated model.
Doubt: the cutoff is far below the 930 eV that the study's wrapper takes by default for these files, so forces and energies are approximate.
This geometry differs little from another in the collection (a relaxation step or a small displacement).

Settings: functional PBE; potential files Ansatz PAW; basis plane waves; wave-function cutoff 580 eV; density cutoff ratio 5; exchange-correlation grid ratio 1; k mesh 1 x 1 x 1, Gamma-centred; self-consistency stop 5e-08 eV per atom in the density residual; occupations fixed; spin none; net charge -1 e, with a uniform compensating background and no finite-size correction.

Cell vectors (angstrom)
a, 10.938, 0, 0
b, 0, 10.938, 0
c, 0, 0, 32.2897

Atoms and the computed forces on them: element, x, y, z (angstrom), force x, y, z (eV/angstrom)
Si, 0.3155, -0.5157, 24.9927, 0.0647, -0.0634, -0.1209
Si, 5.7707, -0.1117, 25.0355, 0.1943, -0.2863, -0.197
Si, 2.7664, 2.5105, 24.7018, 0.0688, -0.0286, -0.1215
Si, 8.0304, 2.8436, 24.6385, -0.1147, 0.0619, -0.1083
Si, -0.089, 5.7101, 24.6403, -0.0193, 0.0482, -0.1345
Si, 5.6858, 4.987, 24.7472, 0.0571, -0.1498, -0.1602
Si, 2.7571, 8.433, 24.806, -0.0255, 0.0836, -0.1148
Si, 7.9833, 8.4547, 24.9938, -0.1417, 0.2383, -0.1223
Si, 1.2791, 1.3538, 26.1104, -0.0068, -0.0056, 0.006
Si, 6.9941, 1.4214, 26.2296, 0.0741, 0.1156, 0.046
Si, 4.1607, 3.8699, 26.1117, -0.017, -0.0197, 0.018
Si, 9.5421, 4.1794, 25.974, -0.0051, 0.0375, 0.0188
Si, 1.5569, 6.7367, 26.0171, 0.0259, -0.0001, 0.0358
Si, 6.7846, 6.7076, 26.038, -0.0395, 0.0182, 0.056
Si, 4.1004, 9.6765, 26.2325, 0.001, 0.0085, 0.0392
Si, 9.6836, 9.3683, 26.3385, -0.0164, -0.0156, 0.0501
Si, 2.6905, 0.0694, 27.5382, -0.0224, -0.0103, -0.0273
Si, 8.3065, -0.0444, 27.5511, -0.036, -0.084, -0.0756
Si, -0.0581, 2.7809, 27.4424, -0.0108, -0.0048, -0.0145
Si, 5.5305, 2.6692, 27.5639, 0.0197, -0.0183, 0.002
Si, 2.8288, 5.3614, 27.4566, 0.0012, 0.004, -0.004
Si, 8.1911, 5.4578, 27.4692, 0.0046, -0.0274, -0.0157
Si, 0.1559, 8.0132, 27.5527, 0.0077, -0.0068, 0.0224
Si, 5.4634, 8.1624, 27.4798, 0.0257, 0.0759, -0.0851
Si, 4.1018, 1.3673, 28.8715, 0.0411, -0.0976, 0.4598
Si, 9.5708, 1.3673, 28.8715, 0.2263, 0.3585, 0.1717
Si, 1.3673, 4.1018, 28.8715, -0.0422, -0.0834, -0.4201
Si, 6.8362, 4.1018, 28.8715, 0.1039, 0.1326, 0.1666
Si, 4.1018, 6.8362, 28.8715, 0.0373, -0.2885, -0.1643
Si, 9.5708, 6.8362, 28.8715, 0.1157, -0.5799, 0.0984
Si, 1.3673, 9.5708, 28.8715, 0.1003, -0.1541, 0.1068
Si, 6.8362, 9.5708, 28.8715, 0.0392, -0.2318, -0.1986
Si, 0, 0, 30.2387, -0.012, 0.0361, -0.0185
Si, 5.469, 0, 30.2387, -0.1346, -0.0417, 0.0066
Si, 2.7345, 2.7345, 30.2387, 0.0267, 0.0004, -0.0031
Si, 8.2035, 2.7345, 30.2387, -0.0282, 0.0124, 0.018
Si, 0, 5.469, 30.2387, -0.1906, -0.0264, 0.0329
Si, 5.469, 5.469, 30.2387, 0.0183, 0.0438, 0.0023
Si, 2.7345, 8.2035, 30.2387, -0.0129, 0.0796, -0.0001
Si, 8.2035, 8.2035, 30.2387, -0.0001, 0.1179, -0.0444
Si, 1.3673, 1.3673, 31.606, 0.0661, -0.0767, -0.0101
Si, 6.8362, 1.3673, 31.606, 0.0615, 0.0269, -0.042
Si, 4.1018, 4.1018, 31.606, 0.0082, 0.0433, -0.0079
Si, 9.5708, 4.1018, 31.606, 0.0931, -0.0729, -0.0095
Si, 1.3673, 6.8362, 31.606, -0.0293, -0.0044, -0.0442
Si, 6.8362, 6.8362, 31.606, 0.0128, -0.0642, -0.0167
Si, 4.1018, 9.5708, 31.606, 0.0931, -0.0886, -0.0075
Si, 9.5708, 9.5708, 31.606, -0.016, 0.0059, -0.0066
Si, 2.7345, 0, 0.6835, -0.0178, 0.0297, 0.0259
Si, 8.2035, 0, 0.6835, -0.0961, 0.0414, 0.0188
Si, 0, 2.7345, 0.6835, -0.0995, 0.0373, 0.0225
Si, 5.469, 2.7345, 0.6835, -0.0347, -0.0411, 0.0053
Si, 2.7345, 5.469, 0.6835, -0.0253, 0.0585, 0.0101
Si, 8.2035, 5.469, 0.6835, -0.0043, 0.0246, 0.014
Si, 0, 8.2035, 0.6835, 0.0178, 0.0108, 0.0083
Si, 5.469, 8.2035, 0.6835, -0.0125, 0.0802, 0.0358
Si, 4.1018, 1.3673, 2.0507, 0.06, 0.0382, -0.001
Si, 9.5708, 1.3673, 2.0507, 0.0703, -0.0655, 0.0249
Si, 1.3673, 4.1018, 2.0507, 0.0393, -0.0307, 0.0152
Si, 6.8362, 4.1018, 2.0507, 0.0317, 0.0218, -0.0011
Si, 4.1018, 6.8362, 2.0507, 0.0269, -0.1284, 0.0038
Si, 9.5708, 6.8362, 2.0507, 0.0306, 0.0351, 0.0122
Si, 1.3673, 9.5708, 2.0507, -0.0376, -0.0411, 0.0036
Si, 6.8362, 9.5708, 2.0507, 0.1135, -0.045, -0.0003
Si, 0, 0, 3.418, -0.0614, 0.0117, -0.044
Si, 5.469, 0, 3.418, -0.2035, 0.134, 0.2394
Si, 2.7345, 2.7345, 3.418, 0.0376, -0.0104, -0.0468
Si, 8.2035, 2.7345, 3.418, -0.1898, 0.0335, 0.1366
Si, 0, 5.469, 3.418, 0.0951, 0.1677, 0.0216
Si, 5.469, 5.469, 3.418, -0.3226, -0.0907, -0.2974
Si, 2.7345, 8.2035, 3.418, -0.183, 0.1619, 0.291
Si, 8.2035, 8.2035, 3.418, 0.0927, 0.482, -0.4366
Si, 1.3722, 1.3624, 4.7796, -0.0209, 0.0113, 0.0399
Si, 6.7795, 1.4134, 4.8164, 0.0125, -0.0235, 0.0327
Si, 4.073, 4.1241, 4.7922, 0.008, 0.0004, 0.0457
Si, 9.5599, 4.1301, 4.7675, 0.0209, -0.0054, 0.0163
Si, 1.3311, 6.8727, 4.8251, 0.0153, -0.015, 0.0305
Si, 6.7653, 6.9246, 4.6812, -0.0076, 0.0315, 0.0272
Si, 4.0288, 9.641, 4.8247, 0.0254, -0.0151, 0.026
Si, 9.5246, 9.6255, 4.7898, -0.0132, 0.0125, 0.0491
Si, 2.6616, 0.0314, 6.2975, -0.0365, 0.0327, 0.0318
Si, 8.1731, 0.1025, 6.1938, 0.0364, -0.0048, 0.0597
Si, 0.0389, 2.7835, 6.1044, 0.0061, -0.0451, 0.0172
Si, 5.3867, 2.7438, 6.2252, -0.0145, 0.0316, 0.0438
Si, 2.7301, 5.5203, 6.1869, 0.0432, -0.0328, 0.0283
Si, 8.1442, 5.5869, 5.9665, -0.0253, 0.0174, 0.0206
Si, -0.0643, 8.2614, 6.1844, -0.0445, 0.0172, 0.0239
Si, 5.4548, 8.288, 6.1039, 0.0555, -0.0412, 0.0188
Si, 3.7647, 1.6572, 7.6576, -0.0942, 0.0693, 0.0806
Si, 9.8039, 1.2851, 7.4734, 0.1043, -0.0765, 0.0776
Si, 1.5443, 3.9513, 7.4984, 0.0691, -0.0481, 0.0619
Si, 6.618, 4.4546, 7.2879, -0.0702, 0.099, 0.1038
Si, 4.3923, 6.6729, 7.4293, 0.1083, -0.0772, 0.0668
Si, 9.1599, 7.1582, 7.3887, -0.126, 0.09, 0.123
Si, 0.9854, 9.8431, 7.6044, -0.0687, 0.1154, 0.0789
Si, 6.9766, 9.4578, 7.488, 0.0716, -0.1197, 0.0418
O, 5.4929, 5.5179, 7.8738, -0.0306, 0.0242, -0.1838
O, -0.1393, 0.0609, 7.9447, -0.0342, 0.0264, -0.1699
O, 2.6579, 2.8356, 8.0559, -0.0063, 0.003, -0.1997
O, 8.082, 8.3058, 7.9272, 0.0358, -0.0158, -0.1749
O, 1.5122, 9.4529, 24.3139, 0.0063, -0.0145, 0.1443
O, 6.8455, 3.9283, 24.1335, 0.0298, -0.0038, 0.1513
O, 6.8074, 9.5711, 25.1024, -0.0512, 0.0247, 0.0427
O, 0.1661, 4.8338, 23.2659, 0.0237, -0.0231, 0.105
O, 6.2698, 10.0328, 8.8721, -0.0371, 0.0523, -0.0528
O, 0.6578, 4.7213, 8.6383, -0.0009, -0.0037, -0.1834
O, 1.394, 9.2054, 9.0502, 0.0025, -0.0294, -0.1449
O, 7.5552, 4.0694, 8.5698, 0.0321, -0.0604, -0.047
O, 9.5843, 6.4127, 8.768, 0.022, -0.0014, -0.1075
O, 4.3511, 0.964, 9.0567, 0.049, -0.0126, -0.1119
O, 3.9499, 7.4102, 8.8272, 0.0174, 0.0116, -0.1542
O, 9.3647, 2.1099, 8.8374, -0.0608, -0.0064, -0.1617
O, 5.6933, 0.2983, 23.4206, -0.074, 0.0585, 0.1273
O, 8.5619, 1.9462, 23.3084, 0.0475, 0.0046, 0.0579
O, 10.2705, 7.0936, 23.9085, 0.0552, -0.0707, 0.0679
O, 4.7205, 5.4658, 23.4797, 0.0227, 0.0045, 0.0925
O, 8.2574, 8.5394, 23.366, 0.0342, -0.0466, 0.0793
O, 2.342, 3.4869, 23.4147, -0.0574, -0.0031, 0.0868
O, 3.79, 7.9358, 23.5778, -0.0378, -0.0255, 0.0343
O, 10.1672, -0.1424, 23.8137, -0.0048, 0.0314, -0.0151
Si, 6.4577, 12.2206, 15.6001, -0.0723, -0.0031, -0.2471
Si, -2.6581, 7.9798, 14.0921, 0.0418, -0.0178, -0.1861
Si, 7.4751, 4.1102, 16.736, 0.0359, -0.0218, -0.1563
Si, -0.4232, 3.7032, 19.9236, -0.0474, 0.0155, -0.1751
Si, 14.2964, 2.2704, 13.2315, -0.6811, 0.0187, -0.2993
Si, 3.1081, 3.8148, 18.0116, 0.0222, -0.0277, -0.1599
Si, 3.6664, 7.428, 14.9898, -0.0388, -0.0182, -0.1919
Si, 4.3308, 0.8024, 22.68, 0.0255, -0.0357, -0.041
Si, 1.2917, 5.9882, 13.9812, 0.027, -0.1611, -0.2763
Si, 4.3708, -0.7218, 20.2319, 0.0316, 0.0139, -0.1665
Si, 4.7565, 2.2205, 20.1079, 0.0197, -0.0424, -0.1391
Si, 7.9696, 2.7492, 9.4166, 0.0741, 0.0611, 0.2862
Si, 9.3738, 3.7654, 11.7621, 0.4754, -0.6439, 0.204
Si, 10.7582, 5.7063, 9.638, 0.0601, -0.0871, 0.2554
Si, 2.8779, 4.4976, 11.6082, -0.3581, -0.4994, -0.2467
Si, 5.6229, 8.0273, 12.7058, -0.0225, 0.0029, -0.0847
Si, 9.9021, 1.097, 22.8085, -0.0303, 0.0533, -0.0387
Si, 1.3082, 8.4037, 10.4624, 0.0069, 0.0711, 0.1557
Si, 9.9577, -1.0562, 20.5561, -0.0585, -0.0715, -0.1623
Si, 3.4762, 1.59, 16.0151, -0.0389, 0.1045, -0.37
Si, 7.2346, 6.5076, 21.0753, 0.013, -0.011, -0.1776
Si, 16.5297, 0.2588, 12.7854, -0.245, 0.0874, 0.0123
Si, 0.0714, -2.0814, 13.1462, 0.0583, 0.0067, -0.1104
Si, 9.4478, 5.0963, 14.5705, 0.0364, -0.1255, -0.3598
Al, -9.893, 2.2509, 11.469, -0.0374, -0.3761, -0.1282
Si, 3.5178, 7.3183, 19.7341, 0.0254, 0.066, -0.1736
Si, 1.8287, 9.9001, 15.4441, 0.0064, 0.0675, -0.2684
Si, 0.8646, 6.0377, 18.6289, 0.017, -0.0057, -0.1198
Si, 7.5396, 3.6667, 19.8349, -0.0521, -0.0053, -0.1233
Si, 7.9217, -1.2497, 16.6325, -0.027, -0.0222, -0.1334
Si, 0.8918, 3.5197, 22.6616, -0.0007, 0.0142, -0.0595
Si, 5.0567, 5.9917, 17.2832, -0.0372, -0.0037, -0.1531
Si, 7.1401, 9.0853, 19.4686, 0.0121, 0.0055, -0.1263
Si, 3.9503, 7.1838, 10.4443, -0.0332, -0.1499, 0.2259
Si, 9.4205, 7.6765, 22.6357, -0.0256, -0.0026, -0.0893
Si, 4.5863, 6.8499, 22.6237, -0.0138, 0.0277, -0.0535
Si, 5.8357, 0.5005, 9.6088, -0.0053, 0.0091, 0.1069
Si, 10.8686, -2.0454, 17.7717, 0.0088, 0.0018, -0.1613
O, 10.0313, 0.4176, 21.3086, -0.0043, 0.0745, 0.1137
O, 4.4942, 7.2472, 13.5981, 0.0056, 0.0092, 0.0678
O, 11.1396, 2.113, 23.0749, -0.0386, -0.0046, 0.0272
O, 6.9308, -1.6845, 17.8656, 0.0146, 0.001, 0.0474
O, 3.5425, 8.9647, 19.5847, 0.0012, -0.0194, 0.0848
O, 0.0869, 7.2299, 17.7805, -0.0124, -0.006, 0.1022
O, 8.0428, 3.1975, 10.9723, -0.1508, 0.0131, -0.2353
O, 4.5118, 2.1159, 21.7272, -0.0091, 0.0035, 0.0585
O, 1.8651, 3.5846, 10.7509, 0.8398, 1.3036, -0.2875
O, 13.3307, 0.4534, 15.6538, -0.0019, -0.065, 0.1518
O, 5.9141, -1.2172, 20.3148, -0.0142, 0.0052, 0.0801
O, 2.0013, 5.2758, 12.7404, -0.0373, 0.1934, 0.2018
O, 2.8179, 8.1973, 11.0528, 0.0091, 0.0236, -0.0601
O, 3.9776, 3.5238, 12.3562, 0.1247, 0.0405, 0.0606
O, 16.4823, -1.3332, 13.0709, 0.0439, -0.0268, 0.018
O, 3.7324, 6.7612, 21.2493, 0.0068, -0.0006, 0.0896
O, 1.8059, 1.9999, 12.9719, 0.9615, 0.0036, 1.1409
O, -14.2962, 8.798, 15.317, -0.0093, 0.0231, 0.108
F, -9.7773, 0.9635, 10.4524, 0.1598, -1.0363, -0.9148
O, 3.7795, -0.4239, 21.7369, -0.0005, 0.0235, 0.087
O, 3.0962, 8.9393, 15.1047, 0.0106, -0.0168, 0.0869
O, 11.7052, -1.0505, 14.2039, 0.0086, -0.0136, 0.098
O, 6.4889, 11.9386, 13.9641, 0.0625, 0.0084, 0.1245
O, 3.3517, 1.1563, 23.933, -0.0092, 0.0499, 0.0378
O, 4.1055, -10.0732, 12.8794, 0.2491, -0.1714, 0.037
O, 6.1304, 7.1198, 22.1275, -0.0476, 0.036, 0.0857
O, -12.4857, 8.9216, 13.3489, -0.0415, -0.0073, 0.0511
O, -0.8968, 4.9834, 10.8887, -0.032, 0.1856, -0.1948
O, 7.9032, 3.7447, 18.2583, -0.0071, 0.016, 0.0644
O, 6.3613, 2.5286, 19.9429, 0.0048, 0.0019, 0.0564
O, 14.5669, 2.6569, 14.7992, 0.1246, -0.023, 0.3137
O, 4.3645, 11.6782, 19.458, -0.0123, -0.0024, 0.0758
O, 7.1294, 7.5225, 13.0399, 0.0131, 0.0062, 0.0539
O, -2.2408, 6.4615, 21.8113, 0.0175, 0.0244, 0.0567
O, -2.1024, 4.3887, 15.8977, -0.0536, -0.0026, 0.1646
O, 1.9906, 6.8818, 19.4348, -0.0148, -0.0284, 0.0565
O, 2.434, 6.3588, 15.0916, 0.0529, 0.0651, 0.1301
O, 13.7468, 2.3907, 17.2846, -0.0155, 0.0483, 0.1357
O, 9.4636, -1.5719, 17.0767, 0.0137, 0.0028, 0.0702
O, 6.8376, 1.6501, 9.0815, -0.0214, -0.0008, -0.1131
O, 4.6762, 7.1495, 16.2244, 0.0359, -0.0053, 0.1204
O, 19.9257, 6.648, 14.658, -0.0261, 0.0529, 0.1134
O, 4.1876, 4.6272, 17.1245, 0.01, 0.003, 0.0631
O, -1.9296, 3.396, 20.5449, 0.0641, -0.0061, 0.0556
O, 10.3758, 13.474, 11.8976, -1.5682, 0.706, 0.3032
O, 7.3108, -3.4393, 19.7839, 0.0003, -0.0167, 0.094
O, 0.4176, 9.1898, 11.583, -0.0251, -0.0619, 0.0186
O, 0.7772, 6.8871, 10.2, -0.0356, 0.0026, -0.1062
O, 4.6572, 6.6357, 18.759, -0.0018, -0.0051, 0.0811
O, 15.9111, 11.8796, 16.2483, 0.0573, -0.0284, 0.126
O, 3.6818, 5.6058, 10.7217, 0.1033, 0.1895, -0.0884
O, 6.5713, 5.4861, 16.9187, -0.0178, -0.0039, 0.0833
O, 10.2435, -2.29, 21.613, 0.01, -0.005, 0.0745
O, 1.7368, 4.7353, 18.0369, -0.0022, -0.0122, 0.0816
O, 7.6039, 11.2604, 16.2893, 0.0228, -0.0098, 0.0915
O, 8.903, 4.3841, 13.2078, -0.0591, 0.1642, 0.1869
O, 0.0161, 9.5894, 19.2757, -0.0064, 0.0161, 0.0895
O, 3.8021, 14.3333, 19.4602, -0.0175, 0.0057, 0.0657
O, 5.3498, 18.6016, 11.1385, 0.0298, 0.0368, -0.0167
O, 6.8952, 5.0171, 20.5109, 0.0172, 0.0116, 0.067
O, 1.1411, -1.4932, 16.8505, -0.027, -0.0246, 0.1347
O, 0.1455, 5.0387, 14.6535, -0.0357, 0.0617, 0.1215
O, 0.5996, -3.5823, 13.4561, -0.0152, 0.0346, 0.0501
O, 8.451, 9.8809, 19.9668, 0.0374, 0.0013, 0.0897
O, 6.0544, 0.4244, 11.2195, 0.0195, -0.0335, -0.1338
O, 6.747, 2.8525, 15.9797, 0.0187, 0.017, 0.0913
O, 0.7889, 3.5928, 21.0436, 0.0186, -0.0123, 0.1015
O, 10.5951, 5.279, 19.4292, 0.0167, -0.0098, 0.0492
O, -0.2163, 2.5794, 18.7639, 0.0567, 0.0264, 0.015
H, 0.5133, 2.6714, 18.1292, -0.0787, -0.0114, 0.0329

Results
free energy: -140123.072 eV
free energy less fixed offsets of Al -1619.15, F -1619.15, H -15.97, O -568.88, Si -635.61 eV per atom: 4.288 eV

The program warned: the cutoff lies below the one the program advises for these potential files; the exchange-correlation potential is rough where the density is thin.
